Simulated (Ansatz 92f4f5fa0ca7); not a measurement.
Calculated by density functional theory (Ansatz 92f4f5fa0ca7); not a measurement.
Periodic cell of 140 atoms, Si84O56, from a study of silicon, its oxide and their interface. The atomic structure is a simulated model.

Settings: functional r2SCAN; potential files Ansatz norm-conserving; basis plane waves; wave-function cutoff 1300 eV; density cutoff ratio 4; exchange-correlation grid ratio 1; k mesh 2 x 2 x 1, shifted by 0.5 0.5 0.5 of a step; self-consistency stop 5e-08 eV per atom in the density residual; occupations Fermi-Dirac, 0.05 eV; spin none; net charge 0.

Cell vectors (angstrom)
a	10.88	0	0
b	0	10.88	0
c	0	0	20.3999

Atoms: element, x, y, z (angstrom)
Si	-0.1568	-0.2708	-0.6573
Si	3.5576	4.6833	0.278
Si	0.555	5.3776	-0.1947
Si	3.0157	8.3889	-0.0815
Si	5.3939	2.3967	-1.7542
Si	6.9335	-0.1713	0.43
Si	4.3515	6.5452	-0.9708
Si	6.7904	6.9508	-1.0055
Si	1.7624	1.0845	1.4784
Si	4.3824	2.4976	0.3769
Si	1.2951	7.1956	1.238
Si	4.1506	9.6879	1.4822
Si	7.0264	0.6476	-1.8346
Si	10.0091	4.0647	1.1503
Si	7.1153	7.7887	1.1997
Si	8.8363	9.419	1.5326
Si	0.2731	2.595	2.5171
Si	2.8674	-0.1234	3.0879
Si	-0.1797	8.3514	2.7493
Si	2.5335	5.8331	2.7993
Si	5.7896	2.2483	2.5471
Si	7.7225	0.4996	2.7075
Si	5.4061	8.2891	2.8168
Si	8.2672	5.6134	3.0589
Si	1.3057	4.1539	4.012
Si	4.2313	1.4261	4.1941
Si	1.2827	9.5031	4.2511
Si	4.0638	6.8758	4.2337
Si	6.7612	4.0311	3.9853
Si	9.6009	1.5107	3.8744
Si	6.7788	9.6575	4.1029
Si	9.5777	7.0278	4.401
Si	-0.0776	0.1244	5.4331
Si	2.7226	2.8632	5.3796
Si	0.0405	5.4916	5.6305
Si	2.6952	8.1883	5.6817
Si	5.6195	0.1218	5.5959
Si	8.2867	2.8386	5.3284
Si	5.4342	5.379	5.4805
Si	8.1065	8.3772	5.6115
Si	1.5616	1.2724	6.7448
Si	3.8839	4.1915	6.8748
Si	1.2664	6.8449	7.1381
Si	4.3532	9.4673	6.7818
Si	7.4765	1.1245	6.7204
Si	9.4826	4.1341	6.9062
Si	6.7875	6.7831	6.8464
Si	9.0228	10.2136	6.7531
Si	0.5322	2.2501	8.6073
Si	2.9893	-0.1018	8.0056
Si	0.1678	7.9906	9.0108
Si	2.7352	5.5545	8.4303
Si	7.1748	2.166	8.8085
Si	9.3888	-1.2207	8.9544
Si	5.5856	8.1848	8.2878
Si	7.8797	5.1675	8.2332
Si	1.5492	4.0139	9.8097
Si	4.2993	1.6221	8.829
Si	1.9921	9.3075	9.6324
Si	4.1057	7.0795	9.7163
Si	7.7303	5.9482	10.4541
Si	10.8042	0.3902	10.0891
Si	7.1974	9.0184	9.9201
Si	10.0504	5.7564	11.0077
Si	7.1453	-2.1726	14.8988
Si	5.7431	-1.3096	16.4575
Si	-2.4072	7.2213	16.9573
Si	6.5815	10.7768	12.5491
Si	8.7394	1.8022	11.5608
Si	10.1614	3.5275	16.0672
Si	14.9704	1.5896	13.6535
Si	13.0791	6.9673	17.389
Si	5.3389	5.6311	11.153
Si	0.2683	5.8212	17.8918
Si	-1.2812	4.2511	13.3676
Si	5.3834	3.521	15.8167
Si	5.2229	-4.5165	14.2864
Si	3.7438	-3.1171	15.3012
Si	3.3255	14.1052	11.1358
Si	2.0159	9.2301	18.1254
Si	9.1358	1.7413	18.0394
Si	3.2695	-0.3602	15.527
Si	7.9029	4.0258	19.555
Si	8.1315	4.426	15.7475
O	-10.3713	-1.2168	-1.7926
O	-3.0896	5.8197	-3.9067
O	13.3132	10.3366	-3.4615
O	13.8188	1.681	0.525
O	-3.6475	-1.0931	-6.7246
O	-4.4648	3.469	-1.0264
O	0.8909	10.965	0.5178
O	5.27	10.7296	0.7436
O	7.7769	-5.2555	-0.9486
O	9.6846	-5.8585	2.4466
O	8.5147	3.6062	0.6012
O	14.074	9.1566	-5.78
O	3.6901	5.0009	1.9021
O	7.5155	-4.6131	1.7614
O	9.9472	1.968	-3.788
O	14.3469	12.7864	-10.2145
O	-0.1556	7.1422	10.4374
O	4.6659	4.1413	10.8803
O	-0.8318	2.9574	7.9463
O	8.8674	3.3289	18.4461
O	5.0912	11.366	12.9395
O	1.2743	10.4319	10.6396
O	4.6243	-2.5371	16.6405
O	3.18	8.3925	10.3636
O	7.5245	7.5941	10.6709
O	4.396	2.8965	7.8164
O	15.8371	-8.3605	14.641
O	17.8631	3.3275	16.0913
O	11.0037	4.5683	10.4172
O	3.3059	13.4716	12.6363
O	17.8649	14.6417	8.5121
O	2.8928	0.8613	14.522
O	10.6421	3.5902	14.4636
O	11.1708	4.4171	17.0096
O	-5.7253	5.0468	15.2884
O	8.195	4.6717	14.1102
O	5.8336	23.1447	9.3153
O	10.2119	5.5828	12.6392
O	10.0345	0.8216	11.4772
O	10.1867	1.1142	19.1079
O	8.2537	12.8544	10.0197
O	7.5653	1.1865	12.4818
O	5.0326	-4.9475	12.7398
O	6.5643	-3.5901	14.329
O	13.2966	6.9347	15.7656
O	15.7029	-0.0492	15.9237
O	7.4641	7.7728	18.1274
O	8.5396	8.2809	15.7056
O	-4.4097	-0.6917	17.7702
O	3.5358	6.2304	18.0124
O	-0.9212	6.9048	17.5355
O	4.7197	3.0745	17.2565
O	6.5657	-0.8793	11.1132
O	9.2097	3.1951	12.2094
O	12.8719	4.5091	20.1782
O	9.4928	9.8019	20.4396

Results
free energy: -35868.498 eV
free energy less fixed offsets of O -463.61, Si -117.95 eV per atom: 1.462 eV
pressure: -1.20 GPa
stress xx, yy, zz, yz, xz, xy (GPa, positive in tension): 0.78, 0.9, 1.94, -1.1, 0.06, 0.54

Forces (eV/angstrom), in the order of the atoms: element, x, y, z
Si	0.0574	-0.1325	0.5622
Si	0.5289	-0.1251	0.3615
Si	0.2026	-0.0108	0.1744
Si	0.0284	0.3249	-0.2159
Si	0.309	-0.4875	-0.3067
Si	-1.173	-1.0078	-0.1655
Si	0.0636	0.0661	0.0388
Si	-0.0616	0.1751	0.2435
Si	-0.196	0.0954	0.3934
Si	-0.5576	-0.2787	-0.2464
Si	-0.1253	-0.0286	-0.1001
Si	0.6001	0.013	0.0672
Si	-0.5888	0.4789	-0.4987
Si	-0.1622	0.0239	0.572
Si	0.1211	0.2251	0.3777
Si	-0.3293	-0.5163	-0.4682
Si	0.2924	-0.0191	-0.3803
Si	-0.3381	0.3403	-0.2084
Si	0.412	0.2589	0.2168
Si	0.6795	-0.4875	-0.0285
Si	-0.0438	0.2645	0.0009
Si	0.3929	0.0698	0.1618
Si	0.2041	0.1204	-0.4412
Si	0.1948	0.0965	-0.3904
Si	-0.0728	0.3275	0.0862
Si	0.1539	-0.0509	0.0437
Si	0.2023	-0.332	-0.0115
Si	-0.4012	0.0481	-0.015
Si	0.132	-0.1567	-0.092
Si	-0.0698	-0.0303	0.1811
Si	-0.0269	0.0108	-0.0865
Si	-0.3496	0.0727	-0.0521
Si	0.1054	0.1791	-0.047
Si	-0.2067	-0.0669	-0.3803
Si	0.103	-0.1151	-0.2137
Si	0.0338	-0.0614	-0.071
Si	0.0708	0.2	0.0072
Si	-0.0413	-0.0836	-0.1832
Si	-0.2817	0.02	-0.0296
Si	0.156	-0.0702	-0.1147
Si	-0.1999	0.0263	-0.1286
Si	0.4754	-0.6432	0.5269
Si	0.1427	0.1065	-0.064
Si	-0.257	-0.0573	0.031
Si	-0.0089	-0.0872	-0.0896
Si	0.2877	-0.1937	0.1434
Si	0.2077	-0.114	-0.0287
Si	-0.0573	-0.0066	-0.0976
Si	-0.2383	-0.1347	-0.2443
Si	0.0535	-0.1813	-0.0513
Si	-0.1517	-0.435	0.1444
Si	-0.0438	0.2281	0.0263
Si	0.0919	-0.1683	-0.2709
Si	-0.057	0.2103	0.316
Si	0.1719	0.2091	-0.0078
Si	-0.6022	-0.054	-0.3089
Si	-0.3402	0.1222	0.1623
Si	-0.1593	-0.0432	-0.0309
Si	0.5823	0.8243	0.4368
Si	-0.7602	0.9634	-0.1351
Si	-0.158	0.4674	0.068
Si	0.2687	-0.4781	0.38
Si	0.0513	0.1623	0.3952
Si	0.6176	0.0572	0.4003
Si	0.5854	-0.133	-0.4425
Si	-0.496	0.7039	0.6307
Si	0.0587	-0.3056	0.4086
Si	-0.3105	0.3467	-0.0738
Si	0.1534	-0.2635	-0.01
Si	0.4891	-0.2629	-0.1846
Si	-0.279	-0.0301	-0.0485
Si	-0.2261	-0.0293	0.0366
Si	-0.0142	-0.7744	0.4568
Si	0.0911	-0.1255	0.1536
Si	0.0807	0.1379	-0.033
Si	0.0863	-0.5638	0.1828
Si	0.0752	-0.3813	-0.031
Si	-0.6126	0.4012	-0.0933
Si	0.1011	-0.5748	0.262
Si	0.197	-0.4864	0.1024
Si	0.1427	0.0396	-0.2476
Si	-0.3744	0.3093	-0.0221
Si	-0.341	0.1862	0.359
Si	-0.3003	0.1978	-0.3033
O	-0.1286	0.3622	0.1374
O	0.0697	0.1763	-0.0791
O	0.0925	-0.139	-0.0515
O	0.3657	0.3057	0.1036
O	-0.0402	-0.3331	0.1845
O	0.163	0.5564	-0.0745
O	-0.0362	-0.0103	-0.2033
O	-0.3879	-0.139	0.1079
O	0.2492	-0.2691	-0.325
O	-0.5928	0.0379	0.0284
O	0.2386	-0.0215	-0.3376
O	0.321	-0.2323	0.4034
O	-0.7471	0.2216	-0.2666
O	0.2509	-0.2748	0.4496
O	0.0269	0.4144	0.1463
O	0.0957	0.4118	0.0958
O	-0.1166	-0.2871	-0.4
O	0.235	0.3624	0.2691
O	0.2505	0.1762	-0.0401
O	-0.1498	-0.0265	0.2468
O	0.1784	0.028	0.0283
O	-0.4272	0.0014	-0.4658
O	0.0725	0.012	-0.2358
O	0.0697	-0.7294	-0.4898
O	0.1488	0.0444	-0.0716
O	0.0622	0.2267	-0.0469
O	0.0053	0.1678	0.0515
O	-0.1721	0.4173	-0.1768
O	-0.3454	0.3493	-0.1425
O	0.2897	0.0681	-0.1446
O	-0.1064	-0.065	0.1837
O	0.4043	-0.1691	0.1514
O	-0.4769	0.1526	0.2833
O	-0.4402	0.0189	-0.1698
O	0.1953	0.3381	-0.2528
O	0.3416	-0.1087	0.2712
O	0.064	0.2235	0.1477
O	-0.0837	-0.3717	0.0652
O	-0.1447	0.2919	-0.0709
O	0.1518	-0.083	-0.041
O	-0.1815	0.2779	0.0735
O	0.1052	-0.0683	-0.2463
O	0.1498	-0.0988	-0.1228
O	0.1384	-0.0631	-0.008
O	0.5455	0.1286	-0.074
O	0.1485	-0.5512	0.1386
O	0.2087	-0.1505	-0.3363
O	-0.4869	0.0141	0.0134
O	0.147	-0.1172	0.0208
O	-0.2546	0.2172	-0.02
O	-0.3785	-0.203	-0.3669
O	0.2533	0.0885	0.3664
O	0.2665	-0.306	-0.2285
O	-0.0714	0.0509	-0.0608
O	0.1039	0.1332	0.0715
O	0.3167	0.0209	0.1054

The program warned: the forces do not sum to zero within the program's tolerance.
